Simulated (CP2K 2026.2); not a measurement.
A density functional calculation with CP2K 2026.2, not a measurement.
Periodic cell of 504 atoms, Si360O144, from a study of silicon, its oxide and their interface. The atomic structure is a simulated model.
Doubt: the forces sum to 1.58 eV/angstrom along one axis rather than to zero, so they err by at least 0.0031 eV/angstrom per atom on average; the grid cutoff is modest.

Settings
functional: PBE
method: Gaussian and plane waves
basis set: DZVP-MOLOPT-SR-GTH
pseudopotentials: GTH-PBE
grid cutoff: 300 Ry, relative cutoff 40 Ry
k points: Gamma only
occupations: fixed
spin: none
net charge: 0

Cell vectors (angstrom)
a 16.32 0 0
b 0 16.32 0
c -2.0343 -1.1114 33.746

Atoms and the computed forces on them: element, x, y, z (angstrom), force x, y, z (eV/angstrom)
Si 1.026 -1.132 0.469 -0.027 0.162 0.559
Si 4.279 1.046 0.115 -0.119 0.2 0.701
Si 1.137 4.332 0.02 0.318 -0.42 0.638
Si 3.853 7.022 -0.135 0.265 -0.128 0.77
Si 1.607 -7.077 -0.072 -0.136 0.171 0.79
Si 4.42 -4.3 -0.007 -0.237 0.053 0.806
Si 6.473 -1.266 0.026 0.32 -0.071 0.645
Si 9.246 1.672 -0.031 0.167 -0.233 0.767
Si 6.974 3.851 0.07 -0.084 0.205 0.757
Si 9.823 6.66 0.028 -0.25 0.07 0.736
Si 6.68 9.849 -0.125 0.126 -0.25 0.72
Si -6.432 -4.06 0.109 -0.25 0.061 0.613
Si -3.749 -1.742 0.26 -0.052 0.17 0.782
Si -1.179 0.969 0.09 0.019 0.201 0.613
Si -4.235 4.478 0.062 0.062 -0.274 0.711
Si -1.235 6.509 0.188 -0.209 0.436 0.598
Si -4.434 -6.485 0.071 0.201 -0.053 0.734
Si -1.49 -3.858 0.139 0.075 -0.207 0.667
Si 2.706 0.045 1.541 0.012 0.017 -0.011
Si 5.431 2.669 1.366 0.018 0.001 -0.064
Si 2.778 5.444 1.276 0.004 0.028 -0.062
Si 5.482 8.206 1.153 -0.009 0.024 -0.038
Si 2.751 -5.456 1.222 0.006 0.006 -0.047
Si 5.412 -2.756 1.458 -0.006 -0.032 -0.038
Si 8.173 -0.058 1.211 0.006 0.005 -0.06
Si -5.408 2.769 1.228 0.012 0.008 -0.068
Si 8.191 5.469 1.273 0.006 -0.013 -0.042
Si -5.462 8.224 1.423 0.009 -0.017 -0.045
Si 8.188 -5.291 1.247 0.002 0.004 -0.022
Si -5.299 -2.771 1.648 0.004 -0.018 -0.031
Si -2.695 -0.078 1.496 0.009 -0.006 -0.05
Si -0.02 2.678 1.269 0.005 -0.003 -0.037
Si -2.778 5.481 1.581 -0.015 -0.01 -0.02
Si -0.009 8.184 1.284 0.007 0.007 -0.048
Si -2.726 -5.448 1.353 -0.022 -0.011 -0.086
Si -0.126 -2.72 1.651 0.007 -0.021 -0.007
Si 1.336 1.447 2.788 -0.053 0.019 0.014
Si 4.087 4.081 2.676 0.005 -0.002 -0.001
Si 1.361 6.782 2.652 0.005 0.003 0.027
Si 4.115 9.516 2.62 -0.01 -0.022 0.027
Si 1.403 -4.134 2.702 0.008 -0.021 0.011
Si 4.034 -1.41 2.807 0.005 0.01 0.013
Si 6.823 1.282 2.681 0.024 -0.005 0.019
Si 9.552 4.108 2.662 -0.014 -0.031 0.028
Si 6.793 6.834 2.589 -0.004 0.015 -0.008
Si 9.443 -6.737 2.694 -0.006 0.02 0.013
Si 6.857 -4.049 2.746 0.002 -0.007 0.022
Si -6.794 -1.324 2.708 -0.023 0.021 -0.012
Si -4.109 1.382 2.665 -0.014 0.006 0.017
Si -1.372 4.005 2.732 0.029 -0.022 0.022
Si -4.096 6.914 2.834 -0.014 0.005 0.026
Si -1.349 -6.803 2.683 0.012 0.006 0.027
Si -3.998 -4.181 2.907 0.034 -0.008 0.028
Si -1.444 -1.377 2.984 -0.013 0.012 0.046
Si 0.006 0.034 4.162 0.009 -0.013 -0.024
Si 2.724 2.784 4.105 -0.017 -0.015 0.008
Si 0.012 5.417 4.041 -0.012 0.016 -0.007
Si 2.741 8.153 4.006 -0.01 0.029 -0.026
Si 0.023 -5.468 4.063 -0.02 0.026 -0.002
Si 2.698 -2.778 4.129 0.005 -0.003 0.026
Si 5.451 -0.028 4.087 0.015 0.006 -0.007
Si 8.178 2.713 4.015 0.002 -0.012 -0.025
Si 5.46 5.463 3.995 -0.002 0.001 0.015
Si 8.11 -8.143 4.028 -0.008 0.009 -0.006
Si 5.457 -5.452 4.036 -0.021 0.002 -0.006
Si 8.192 -2.685 4.101 0.005 -0.01 -0.004
Si -5.457 0.04 4.069 0.022 -0.017 0.009
Si -2.745 2.687 4.088 0.018 -0.005 0.006
Si -5.462 5.467 4.087 -0.002 -0.009 -0.017
Si -2.678 8.21 4.134 -0.006 0.008 0.01
Si -5.468 -5.495 4.142 0.024 0 -0.018
Si -2.752 -2.767 4.285 -0.007 -0.008 0.017
Si 1.383 -1.333 16.284 0.02 0.005 -0.006
Si 4.034 1.37 16.305 -0.012 -0.016 -0.01
Si 1.352 4.082 16.355 -0.006 0 -0.007
Si 4.069 6.787 16.357 -0.006 -0.012 0.001
Si 1.399 -6.81 16.334 0.002 0.009 -0.004
Si 4.13 -4.088 16.352 0.003 0.011 0.008
Si 6.798 -1.36 16.279 -0.018 -0.005 -0.011
Si -6.807 1.374 16.295 -0.002 0 -0.014
Si 6.795 4.112 16.305 0.004 0.007 -0.014
Si -6.813 6.835 16.369 0.02 0.004 -0.003
Si 6.828 -6.794 16.372 0.01 0.011 -0.001
Si -6.812 -4.103 16.308 -0.009 0.003 0.005
Si -4.061 -1.348 16.299 -0.001 0.013 -0.013
Si -1.366 1.369 16.313 -0.007 -0.001 0.005
Si -4.062 4.113 16.313 0.015 0.007 -0.005
Si -1.383 6.723 16.331 0.001 -0.021 -0.008
Si -4.098 9.487 16.289 0.008 0 -0.013
Si -1.363 -4.095 16.293 -0.02 0.001 -0.01
Si 2.672 0.039 17.703 -0.012 0.027 0.024
Si 5.399 2.756 17.608 -0.01 0.007 -0.019
Si 2.7 5.437 17.745 -0.005 0.01 0.011
Si 5.463 8.133 17.696 -0.005 -0.005 -0.021
Si 2.778 -5.457 17.713 -0.003 -0.008 0.014
Si 5.508 -2.71 17.7 0.018 -0.005 0.005
Si 8.129 0.016 17.625 0.011 0.001 0.001
Si -5.44 2.757 17.617 -0.021 -0.006 -0.023
Si 8.143 5.45 17.705 -0.004 0.003 0.014
Si -5.452 8.211 17.734 -0.014 0.011 -0.002
Si 8.194 -5.437 17.76 0.013 -0.003 0.023
Si -5.45 -2.712 17.605 0 -0.011 0.022
Si -2.709 0.008 17.682 0.007 -0.008 0.021
Si -0.032 2.725 17.7 0.004 0.004 -0.007
Si -2.742 5.411 17.781 0.004 -0.003 0.03
Si 0.033 -8.248 17.606 0.009 -0.009 -0.026
Si -2.713 -5.507 17.617 0.005 0.011 -0.009
Si 0.015 -2.702 17.589 -0.005 0.004 -0.02
Si 1.253 1.363 19.111 -0.001 -0.01 -0.037
Si 4.057 4.023 19.055 0.001 -0.03 -0.018
Si 1.328 6.81 19.107 -0.004 -0.002 0.001
Si 4.168 -6.829 19.087 0.013 0.01 -0.009
Si 1.351 -4.044 18.947 0.021 -0.019 -0.021
Si 4.117 -1.31 18.971 0.02 -0.021 -0.026
Si 6.763 1.425 18.932 0.01 -0.005 -0.027
Si -6.771 4.095 19.012 0.035 -0.013 -0.024
Si 6.768 6.765 19.103 -0.029 0.037 -0.011
Si -6.773 9.549 19.193 0.013 0.014 -0.033
Si 6.905 -4.013 19.13 -0.018 0.032 -0.009
Si 9.509 -1.337 18.953 0.008 0.014 -0.033
Si -4.104 1.415 18.975 -0.002 0.021 -0.028
Si -1.367 4.014 19.151 -0.008 0.007 -0.013
Si -4.133 6.83 19.094 0.005 0.004 -0.033
Si -1.348 -6.944 18.915 -0.02 -0.006 -0.034
Si -4.102 -4.128 18.899 -0.004 -0.004 -0.044
Si -1.288 -1.36 18.997 0.014 -0.002 -0.014
Si -0.08 -0.015 20.541 0.007 0.028 0.044
Si 2.659 2.7 20.436 -0.01 -0.003 0.066
Si -0.03 5.435 20.51 0.005 -0.003 0.053
Si 2.753 8.157 20.455 0.012 -0.005 0.034
Si 0.009 -5.551 20.161 0.012 0.014 0.016
Si 2.713 -2.643 20.271 -0.009 0.013 0.036
Si 5.433 0.106 20.317 -0.028 -0.01 0.06
Si 8.163 2.718 20.288 -0.013 -0.007 0.051
Si 5.405 5.345 20.451 0.016 0.01 0.015
Si 8.17 8.082 20.485 0.028 0.008 0.055
Si 5.553 -5.423 20.433 0.02 -0.014 0.039
Si 8.31 -2.629 20.505 -0.02 -0.057 0.064
Si -5.482 0.064 20.269 -0.018 -0.01 0.042
Si -2.783 2.621 20.488 0.031 0.001 0.053
Si -5.497 5.458 20.455 -0.011 0.008 0.051
Si -2.692 -8.172 20.412 -0.007 -0.008 0.053
Si -5.379 -5.301 20.488 -0.041 -0.015 0.049
Si -2.679 -2.809 20.165 -0.009 -0.001 0.033
Si 1.639 -1.12 21.715 -0.202 -0.135 -0.77
Si 3.837 1.141 21.733 0.172 0.145 -0.786
Si 1.546 4.263 21.805 -0.177 -0.154 -0.71
Si 3.806 6.462 21.746 0.122 0.217 -0.725
Si 1.624 -6.437 21.605 -0.156 -0.304 -0.681
Si 3.884 -4.193 21.528 0.244 0.081 -0.653
Si 7.062 -0.956 21.592 -0.037 -0.245 -0.761
Si -7.033 1.196 21.653 0.248 0.092 -0.752
Si 6.997 4.142 21.717 -0.212 -0.08 -0.711
Si -7.139 6.436 21.869 0.206 0.214 -0.711
Si 7.006 -6.718 21.803 -0.1 0.049 -0.798
Si 10.111 -3.517 21.874 -0.24 -0.178 -0.782
Si -4.042 -1.385 21.356 -0.065 -0.038 -0.537
Si -1.9 0.862 21.859 0.272 0.206 -0.713
Si -3.926 4.281 21.711 -0.145 -0.23 -0.728
Si -1.672 6.529 21.814 0.242 0.202 -0.725
Si -3.761 -6.506 21.667 -0.097 -0.059 -0.644
Si -1.529 -4.408 21.423 -0.123 0.092 -0.623
Si 3.691 4.01 26.016 -0.036 0.118 -0.144
Si 3.254 0.559 -2.582 0.014 0.046 0.095
Si -1.84 -1.839 -3.814 0.016 -0.06 -0.017
Si -4.305 -7.527 24.533 -0.069 -0.024 -0.023
Si -4.604 3.738 -7.149 0.093 -0.054 -0.04
Si 2.192 -7.098 24.325 -0.055 0.091 -0.035
Si 5.788 -2.821 23.552 -0.039 0.042 -0.142
Si 0.097 -2.902 23.673 0.021 0.102 -0.051
Si -8.047 -4.782 23.742 0.017 -0.066 0.068
Si 2.029 6.498 25.793 0.055 -0.156 0.128
Si 4.884 -7.939 23.817 -0.023 -0.028 -0.149
Si -1.843 6.927 24.782 0.056 0.078 -0.08
Si 7.828 1.908 -4.984 -0.09 -0.017 0.096
Si -7.103 0.427 -2.753 0.047 0.03 0.113
Si -4.855 6.57 -6.347 -0.137 0.14 0.009
Si 6.796 4.814 -4.809 0.064 0.11 0.006
Si -7.83 -2.244 -5.331 -0.059 -0.122 -0.043
Si 1.21 -2.502 -4.141 -0.11 -0.006 0.05
Si 0.598 4.314 -2.906 -0.04 0.034 0.199
Si -2.702 1.51 24.619 0.086 0.002 -0.164
Si 1.889 -4.535 25.757 -0.076 -0.068 -0.031
Si -3.748 -3.983 -3.717 0.041 0.037 0.007
Si -0.633 0.786 -6.638 -0.047 0.14 0.04
Si 5.281 0.015 -4.653 0.035 0.025 -0.02
Si 6.671 7.983 26.186 0.121 -0.105 -0.055
Si -6.908 7.337 24.889 0.006 0.028 -0.107
Si -3.115 -6.869 -2.618 0.073 0.084 0.098
Si 5.794 5.718 -2.118 -0.109 -0.03 0.082
Si -5.275 2.507 23.878 -0.067 -0.035 -0.145
Si -0.317 -5.714 -2.092 -0.01 0.068 0.105
Si 7.265 0.74 25.964 -0.076 -0.104 -0.059
Si 1.827 -7.611 -6.44 -0.043 -0.006 -0.118
Si -3.493 -2.51 -6.2 -0.055 0.052 0.097
Si -5.626 -2.097 -2.009 -0.052 -0.008 0.204
Si 4.854 -3.713 26.037 0.005 -0.07 0.131
Si 0.46 -5.134 -5.158 -0.043 -0.134 0
Si -5.663 -0.413 -6.506 0.096 -0.035 -0.095
Si 5.56 2.465 24.018 -0.036 0.014 -0.067
Si -1.481 -2.692 25.946 -0.014 -0.077 -0.009
Si -2.683 6.91 -4.35 0.073 -0.074 0.117
Si 7.04 -1.525 -2.843 -0.041 -0.042 0.033
Si -7.511 7.281 -5.056 -0.044 -0.023 0.083
Si 0.309 6.349 -5.002 -0.022 -0.121 -0.078
Si 1.007 3.897 24.801 0.052 0.059 -0.119
Si 2.773 -2.429 -1.705 0.088 0.061 0.004
Si -2.317 5.127 -2.117 0.074 0.078 0.198
Si 8.052 7.965 -2.149 0.056 0.063 0.005
Si -2.143 0.912 -2.748 -0.131 0.012 0.118
Si -3.47 1.577 -5.338 0.032 -0.044 0.02
Si 3.095 -1.484 -6.053 0.099 0.046 -0.01
Si -3.223 -5.195 26.312 0.083 -0.001 0.121
Si -1.711 3.978 25.956 0.102 0.102 0.042
Si 0.674 1.583 -4.039 0.048 0.006 -0.045
Si -7.153 -4.359 -7.269 0.008 0.089 -0.103
Si 1.366 -1.37 5.472 -0.004 -0.006 0.009
Si 4.091 1.37 5.418 -0.015 -0.015 0.003
Si 1.363 4.117 5.461 -0.015 -0.005 0.021
Si 4.092 6.801 5.386 0 -0.013 -0.003
Si 1.383 9.489 5.411 0.002 0.002 0.002
Si 4.103 -4.113 5.442 -0.006 -0.017 0.001
Si 6.808 -1.361 5.464 -0.002 0.01 0.006
Si 9.514 1.387 5.434 -0.01 0.006 0.003
Si 6.807 4.086 5.369 0.004 0.003 0.001
Si 9.478 6.818 5.415 0.01 0.018 0.004
Si 6.78 -6.805 5.428 0.012 0.005 0.01
Si 9.527 12.251 5.462 -0.005 0.01 0.01
Si -4.14 -1.338 5.495 -0.022 0.003 0.006
Si -1.385 1.367 5.489 -0.01 -0.001 0.012
Si -4.088 4.092 5.427 0.004 0 0.003
Si -1.334 6.785 5.428 0.017 -0.009 0.007
Si -4.079 -6.812 5.497 0.006 0.009 0.018
Si -1.306 -4.122 5.505 0.011 -0.013 0.007
Si 2.742 0.003 6.796 -0.004 0.002 -0.001
Si 5.452 2.739 6.767 0.003 0.002 -0.009
Si 2.741 5.467 6.795 -0.015 0.004 0.003
Si 5.429 -8.17 6.783 -0.006 0.01 0
Si 2.727 -5.466 6.792 0.008 0.011 0.003
Si 5.447 -2.734 6.805 0.004 -0.004 -0.001
Si 8.162 0.018 6.805 0.008 -0.003 0.003
Si 10.876 2.736 6.798 -0.007 -0.007 -0.001
Si 8.14 5.44 6.773 -0.007 0 -0.006
Si 10.865 8.134 6.807 0.012 0.003 0.005
Si 8.149 10.877 6.791 0.004 -0.003 0.002
Si 10.852 -2.711 6.852 0.009 0.021 0.004
Si -2.739 -0.002 6.837 0.001 -0.016 -0.002
Si -0.004 2.741 6.809 0.012 0.002 0.001
Si -2.716 5.44 6.788 0.009 0.003 0.005
Si 0.024 8.146 6.791 -0.003 -0.009 0.001
Si -2.71 -5.451 6.845 -0.004 0.01 -0.002
Si 0.021 -2.729 6.844 -0.003 -0.003 0.01
Si 1.365 1.362 8.149 -0.013 -0.01 -0.009
Si 4.092 4.087 8.143 0.003 0.002 -0.008
Si 1.377 6.807 8.168 0.004 0.008 0.006
Si 4.08 -6.816 8.16 -0.014 -0.004 0.003
Si 1.386 -4.098 8.174 -0.002 0.013 -0.003
Si 4.091 -1.363 8.16 0.005 0.003 0.001
Si 6.797 1.381 8.152 0.006 -0.006 -0.008
Si 9.507 4.092 8.148 0.018 0.008 0.001
Si 6.79 6.794 8.146 -0.009 -0.01 -0.002
Si 9.517 9.519 8.154 0.004 0.006 -0.01
Si 6.801 -4.089 8.167 -0.005 0.006 -0.003
Si 9.498 -1.343 8.19 -0.005 -0.016 0.001
Si -4.096 1.373 8.174 0.005 0.002 -0.007
Si -1.363 4.092 8.168 -0.002 0.002 -0.002
Si -4.082 6.786 8.16 -0.014 -0.015 0
Si -1.342 -6.825 8.172 -0.008 0.004 -0.011
Si -4.073 -4.071 8.182 0.014 0.013 -0.001
Si -1.365 -1.371 8.177 -0.001 -0.009 0.005
Si 0.006 -0.001 9.512 -0.013 -0.008 -0.003
Si 2.727 2.726 9.504 0 0 -0.007
Si 0.005 5.448 9.519 0.002 0.001 -0.001
Si 2.726 -8.158 9.537 -0.002 0.003 -0.003
Si 0.013 -5.454 9.532 0.004 0.008 -0.007
Si 2.734 -2.724 9.526 -0.001 -0.013 0.002
Si 5.446 0.008 9.515 0.001 -0.004 0.001
Si 8.156 2.733 9.521 -0.008 0.002 -0.005
Si 5.44 5.442 9.521 0 0.002 0.003
Si 8.154 8.155 9.506 0.003 0.001 -0.007
Si 5.437 -5.449 9.517 0.001 -0.002 -0.01
Si 8.149 -2.721 9.532 -0.002 0.014 -0.001
Si -5.449 0.013 9.539 0.002 -0.008 -0.002
Si -2.725 2.727 9.521 -0.003 -0.003 0
Si -5.448 5.436 9.517 0.011 -0.009 0.006
Si -2.718 8.146 9.523 0.008 -0.004 -0.003
Si -5.44 -5.444 9.52 0.004 0.008 -0.006
Si -2.714 -2.724 9.549 -0.006 0.011 0.007
Si 1.362 -1.364 10.875 0 0.006 -0.005
Si 4.079 1.365 10.873 0.001 -0.009 -0.002
Si 1.368 4.084 10.867 -0.01 -0.001 0.001
Si 4.083 -9.522 10.889 -0.011 0.005 0.008
Si 1.369 -6.804 10.904 0.006 0.001 0
Si 4.086 -4.088 10.884 0.008 0.008 0.001
Si 6.797 -1.354 10.885 0.003 -0.015 0.004
Si 9.509 1.374 10.894 0.001 0.002 0.003
Si 6.799 4.09 10.888 0.001 -0.001 0.002
Si 9.514 6.802 10.873 0.006 -0.001 -0.002
Si 6.8 9.513 10.871 -0.008 0.009 -0.006
Si 9.519 -4.082 10.878 0 0.01 -0.005
Si -4.081 -1.354 10.888 0.007 0.001 0.005
Si -1.361 1.358 10.865 0.006 -0.005 -0.002
Si -4.087 4.08 10.879 -0.001 -0.001 -0.001
Si -1.358 6.796 10.888 -0.007 -0.004 0.001
Si -4.075 9.516 10.879 0.002 0.003 -0.005
Si -1.347 -4.093 10.897 -0.003 -0.002 0.002
Si 2.719 0.002 12.233 -0.004 -0.003 0.005
Si 5.432 2.726 12.239 -0.001 -0.002 -0.001
Si 2.715 5.442 12.243 0.007 0.001 -0.001
Si 5.447 -8.157 12.242 0.01 0.001 -0.004
Si 2.735 -5.443 12.26 -0.003 0.006 0.001
Si 5.443 -2.724 12.237 -0.01 0.002 -0.001
Si 8.153 0.005 12.251 -0.008 -0.011 0.008
Si 10.873 2.736 12.249 0.016 0.002 0.006
Si 8.158 5.454 12.251 0.001 0.003 0.004
Si 10.878 8.158 12.23 0.002 0.004 -0.002
Si 8.158 10.873 12.229 0.002 -0.002 -0.001
Si 10.879 -2.722 12.235 0.002 0.002 -0.002
Si -2.716 0.007 12.239 -0.005 -0.002 0.005
Si 0.001 2.719 12.211 -0.006 -0.002 0
Si -2.724 5.434 12.238 -0.002 -0.01 0.001
Si 0.002 8.151 12.253 -0.002 0.003 0.004
Si -2.711 -5.457 12.253 -0.002 0.006 0.007
Si 0.016 -2.725 12.249 0.007 0.006 0.004
Si 1.354 1.373 13.581 -0.004 -0.001 0.002
Si 4.075 4.088 13.602 -0.009 0 0.002
Si 1.356 6.791 13.618 -0.002 -0.005 0.012
Si 4.1 -6.805 13.618 -0.001 -0.002 0.002
Si 1.381 -4.08 13.619 0.006 -0.006 0.006
Si 4.08 -1.365 13.587 0.006 -0.005 0
Si 6.783 1.367 13.605 -0.003 0.001 0.003
Si 9.523 4.103 13.615 -0.006 0.004 0.006
Si 6.8 -9.502 13.615 -0.008 0.01 0.003
Si 9.516 9.515 13.589 0.002 0.005 0.003
Si 6.801 -4.091 13.591 0.007 0.01 -0.001
Si 9.525 -1.362 13.598 0.007 -0.009 0.006
Si -4.08 1.373 13.594 0.001 0 0.004
Si -1.356 4.065 13.579 0.01 -0.007 0.001
Si -4.089 6.795 13.589 0.008 -0.001 0
Si -1.353 9.499 13.624 -0.005 0.001 0.012
Si -4.082 -4.085 13.591 -0.007 0.006 -0.004
Si -1.353 -1.358 13.592 -0.005 0.004 0.001
Si 0.001 0.017 14.943 0.001 -0.005 0.004
Si 2.696 2.737 14.953 0.01 0.008 0.005
Si -0.008 5.405 14.959 -0.01 -0.003 0
Si 2.736 8.148 14.968 -0.002 0.002 -0.001
Si 0.024 -5.455 14.968 0.003 0.012 0.002
Si 2.758 -2.724 14.978 -0.002 0.004 -0.005
Si 5.411 0.003 14.955 -0.004 -0.007 -0.003
Si 8.148 2.737 14.95 -0.004 -0.005 0.002
Si 5.427 5.459 14.96 0.001 0.003 -0.007
Si 8.166 -8.144 14.979 -0.005 0.002 -0.001
Si 5.469 -5.449 14.982 -0.002 -0.004 0.003
Si 8.159 -2.734 14.942 -0.001 -0.007 0.007
Si -5.434 0.01 14.949 0.002 -0.006 0.003
Si -2.719 2.732 14.953 -0.001 -0.002 -0.002
Si -5.447 5.477 14.987 0.007 0.004 0.001
Si -2.722 8.116 14.966 -0.009 -0.003 0.005
Si -5.445 -5.45 14.943 0.01 0.004 0.001
Si -2.718 -2.724 14.94 0.002 -0.008 0.001
O -5.453 -5.28 -0.407 0.023 0.02 -0.151
O 2.337 -1.464 -4.637 0.189 0.259 0.372
O 6.717 -2.126 -1.373 -0.194 -0.617 -0.257
O -4.456 -7.23 22.95 -0.484 0.015 0.084
O 0.976 5.491 25.093 -0.423 0.297 -0.043
O 7.897 -0.776 25.976 -0.282 -0.2 -0.51
O -2.775 2.951 25.341 -0.539 0.273 -0.128
O 8.085 2.759 -0.421 0.017 -0.117 -0.339
O 3.373 -3.979 25.538 0.082 0.053 -0.48
O -3.301 4.168 -1.254 0.131 -0.511 -0.209
O 6.521 3.34 23.053 -0.149 -0.301 0.331
O -8.15 0.111 22.152 0.084 -0.171 0.193
O 5.518 -5.393 -0.557 -0.057 -0.135 -0.448
O 5.417 -0.055 -0.32 0.022 0.006 -0.129
O 6.106 -7.38 22.963 0.28 -0.026 0.262
O 6.222 4.424 -1.254 -0.125 -0.36 -0.178
O 0.002 -0.114 -0.351 0.209 0.088 -0.585
O 2.7 8.114 -0.558 -0.154 -0.19 -0.427
O -8.111 -5.99 22.658 0.61 -0.252 0.08
O 5.738 -1.263 -3.76 -0.155 -0.257 0.135
O -2.29 -0.704 -2.767 -0.139 -0.286 0.355
O -6.504 1.922 23.01 -0.26 0.165 0.33
O 3.921 -3.491 -1.337 -0.013 -0.042 -0.356
O -7.927 2.073 -6.473 -0.345 0.216 -0.056
O -0.919 7.722 25.849 0.03 0.522 -0.01
O -5.38 5.551 -0.43 -0.147 -0.042 -0.536
O 6.223 -1.428 22.905 -0.146 0.382 0.202
O 3.531 1.484 -1.274 -0.294 0.59 -0.318
O 1.822 -2.206 -0.443 0.093 -0.443 0.026
O -1.951 6.505 -1.298 0.015 0.335 -0.363
O 0.95 3.634 23.201 -0.293 -0.344 0.06
O -5.777 -7.838 25.162 -0.073 0.485 0.194
O 4.458 6.98 23.142 0.277 -0.416 0.415
O -8.074 -5.23 25.305 0.542 -0.028 0.205
O 1.797 0.838 -3.177 0.001 -0.31 -0.082
O -7.271 1.394 -4.034 0.189 0.387 -0.06
O -5.305 5.046 -6.549 -0.63 -0.358 0.02
O -1.935 -4.257 25.968 0.344 -0.289 -0.154
O 1.141 -6.894 23.107 -0.56 -0.351 0.221
O 4.394 1.809 23.108 -0.122 -0.09 0.401
O 1.787 -3.108 -2.779 -0.067 -0.306 0.012
O 6.922 6.845 -1.961 -0.077 0.294 -0.024
O 7.097 -2.134 -6.177 -0.588 -0.051 0.187
O 4.479 -3.457 22.856 -0.088 -0.056 0.427
O -2.796 5.381 22.15 0.044 -0.143 0.03
O -1.929 5.391 25.231 -0.213 -0.039 -0.164
O -3.215 -8.051 -3.685 -0.425 0.158 0.134
O 8.059 5.29 22.197 0.013 -0.085 0.404
O -3.348 7.516 24.784 -0.222 -0.289 -0.004
O -6.699 -2.979 -1.125 -0.637 0.358 -0.229
O 6.578 0.873 -5.081 -0.169 0.121 -0.017
O 3.383 5.625 26.036 0.506 0.348 0.22
O -6.686 -3.991 23.375 0.322 0.028 0.467
O -1.208 -2.277 24.407 -0.317 0.566 -0.45
O -4.202 1.3 24.036 -0.084 -0.566 -0.279
O 7.712 -0.094 -2.46 -0.449 0.312 0.498
O 1.475 4.047 -1.562 0.291 -0.259 -0.449
O 5.732 5.299 -3.676 -0.271 -0.13 -0.029
O -2.304 -3.316 -3.351 0.248 -0.391 0.121
O -6.65 6.903 23.351 0.194 0.322 0.073
O -5.053 -2.387 22.212 -0.075 0.364 0.532
O 1.536 -6.223 -5.67 0.315 0.106 0.119
O 0.548 1.106 -5.574 0.372 -0.138 -0.222
O -2.086 1.132 -6.05 -0.026 -0.249 -0.182
O -4.616 3.748 23.084 -0.158 0.361 0.21
O -6.975 -3.489 -5.917 0.287 -0.306 0.412
O 1.953 -1.1 -7.12 0.257 0.086 -0.214
O -3.99 -7.223 -1.31 -0.34 -0.218 -0.175
O -2.952 -0.394 22.105 -0.084 0.128 0.569
O 3.395 -8.005 -6.646 0.28 -0.199 0.357
O 1.152 -3.684 -5.215 0.171 0.059 -0.64
O 2.77 -0.025 22.17 -0.043 0.055 0.363
O -3.794 3.043 -5.935 0.107 0.256 0.428
O -2.114 1.388 -1.2 -0.253 0.543 -0.27
O -6.979 7.453 -1.316 0.112 0.504 -0.221
O -7.964 7.988 -6.442 -0.26 0.062 -0.347
O -1.644 1.432 23.38 0.409 0.128 0.24
O -1.214 7.08 23.288 0.409 0.398 0.107
O 1.833 -6.137 25.571 -0.323 -0.121 0.53
O -0.679 -4.424 -1.168 0.399 0.326 -0.163
O -0.619 -0.775 -7.055 -0.501 -0.258 0.381
O -0.275 3.316 25.577 0.098 -0.303 0.483
O -1.6 -6.688 -2.091 0.077 -0.401 0.418
O 3.702 -6.835 23.784 0.249 0.358 0.041
O -3.265 1.582 -3.718 -0.433 0.247 0.091
O -4.684 -1.657 -6.907 0.095 -0.269 -0.641
O -7.768 1.68 26.004 0.189 0.002 -0.406
O -0.845 -4.993 -6.119 -0.266 -0.163 0.209
O 1.238 7.526 -5.537 0.239 -0.002 0.408
O -0.719 1.288 -3.338 0.144 0.046 -0.145
O -2.61 -5.419 22.146 0.084 -0.237 0.163
O -5.904 7.158 -5.252 0.124 0.126 0.395
O -4.892 -3.187 -2.922 -0.322 0.123 0.148
O -4.626 -1.282 -1.03 -0.237 0.518 -0.226
O 4.926 3.51 25.092 0.24 0.409 0.417
O -3.365 6.71 -5.778 0.362 0.106 -0.679
O 0.137 5.253 -6.191 -0.316 -0.265 0.152
O 3.556 -2.98 -6.482 0.185 -0.181 0.597
O 0.95 -6.467 -1.433 0.279 -0.094 -0.26
O 4.381 -0.498 -5.92 0.03 0.046 -0.391
O -2.324 0.442 25.741 0.311 -0.163 -0.041
O 8.046 -2.412 -3.777 -0.025 -0.461 0.384
O -0.003 5.48 -0.054 0.057 0.024 -0.183
O 0.957 5.695 -3.67 0.341 0.292 0.283
O 6.019 4.693 -6.212 -0.328 -0.238 0.099
O -6.491 1.207 -1.482 0.347 0.21 -0.308
O 8.034 5.863 -4.922 0.114 -0.175 -0.045
O 5.315 8.136 25.341 -0.46 -0.033 0.163
O -6.782 6.132 25.943 0.022 -0.349 -0.018
O 6.369 1.237 24.709 0.082 -0.279 -0.118
O 2.357 3.282 25.444 -0.001 -0.643 -0.051
O -3.688 -5.53 -3.321 -0.331 0.032 -0.047
O -0.233 -1.794 -3.988 0.095 0.417 -0.076
O -4.042 -3.751 -5.296 -0.289 -0.287 -0.319
O 3.366 -0.997 -2.138 0.583 -0.145 -0.227
O -0.485 -3.783 22.481 0.402 -0.182 0.057
O 7.448 -6.996 -1.486 -0.049 0.069 -0.515
O 0.924 -3.875 24.654 0.104 -0.366 -0.023
O 5.698 -5.084 25.823 -0.27 -0.498 -0.429
O -2.625 -2.778 -0.345 0.125 -0.148 -0.652
O 5.473 -2.55 25.104 -0.043 0.588 0.53
O 4.349 0.932 -3.705 0.082 0.54 -0.127
O -6.894 -0.951 -5.59 -0.122 0.308 0.098
O -2.489 -3.138 -7.282 -0.067 0.324 -0.566
O -4.731 0.626 -5.691 -0.178 0.202 -0.14
O 2.652 -5.195 21.912 0.014 0.283 0.452
O 0.941 3.166 -3.978 0.339 0.215 -0.443
O -3.065 5.622 -3.45 -0.378 -0.117 -0.416
O 0.015 -5.4 -3.634 0.178 -0.097 -0.236
O -0.984 4.294 -2.515 -0.147 -0.459 -0.129
O -7.855 8.139 -3.712 0.056 0.358 -0.188
O 7.002 -3.862 23.396 0.054 0.025 0.023
O -1.097 7 -4.574 0.108 0.461 -0.082
O 2.686 5.366 22.229 -0.05 -0.139 0.213
O 2.244 7.688 24.756 -0.173 0.032 -0.344
O -2.647 -1.543 -5.195 -0.088 0.427 -0.106
O 7.869 7.778 25.109 -0.182 0.194 -0.161
O 4.413 6.328 -1.517 -0.072 -0.273 -0.322
O -6.207 -0.911 -2.942 0.28 -0.027 -0.256
O 7.352 3.347 -4.422 -0.079 -0.177 0.633
O -7.196 -5.88 -6.774 0.077 0.086 0.807
O -5.716 3.025 25.334 0.305 0.51 0.049
O -3.587 -6.226 25.144 0.108 0.1 -0.396
O 1.077 -1.762 23.103 -0.067 0.185 0.378

Results
total energy: -101654.295 eV
total energy less fixed offsets of O -438.25, Si -107.07 eV per atom: -1.095 eV
